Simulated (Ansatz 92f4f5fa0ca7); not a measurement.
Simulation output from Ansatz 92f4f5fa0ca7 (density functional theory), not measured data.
Periodic cell of 210 atoms, Si128O78P4, from a study of silicon, its oxide and their interface. The atomic structure is a simulated model.
Doubt: the cutoff is far below the 930 eV that the study's wrapper takes by default for these files, so forces and energies are approximate.
This geometry differs little from another in the collection (a relaxation step or a small displacement).

Settings: functional PBE; potential files Ansatz PAW; basis plane waves; wave-function cutoff 580 eV; density cutoff ratio 5; exchange-correlation grid ratio 1; k mesh 1 x 1 x 1, Gamma-centred; self-consistency stop 5e-08 eV per atom in the density residual; occupations fixed; spin none; net charge 0.

Cell vectors (angstrom)
a, 10.938, 0, 0
b, 0, 10.938, 0
c, 0, 0, 31.1937

Atoms: element, x, y, z (angstrom)
Si, 10.4349, 0.5439, 23.7422
Si, 6.0584, 10.3137, 23.8606
Si, 2.2996, 3.1499, 23.7445
Si, 8.6145, 2.3796, 23.7911
Si, 0.6759, 5.0137, 23.8158
P, 4.9481, 6.0023, 23.8511
P, 3.2996, 7.6217, 23.8707
Si, 7.7504, 8.5097, 23.8023
Si, 1.3058, 1.4233, 25.0365
Si, 6.9097, 1.2813, 25.0406
Si, 4.1061, 4.1478, 24.9838
Si, 9.6922, 4.1072, 24.9958
Si, 1.5499, 6.7911, 25.1127
Si, 6.735, 6.8178, 25.0879
Si, 4.1457, 9.4413, 25.0221
Si, 9.5462, 9.5905, 24.9554
Si, 2.7262, -0.0164, 26.3317
Si, 8.2488, -0.034, 26.4544
Si, 0.001, 2.7485, 26.4678
Si, 5.5013, 2.7153, 26.3384
Si, 2.8012, 5.4072, 26.4873
Si, 8.2258, 5.4348, 26.3509
Si, 0.0247, 8.2121, 26.3365
Si, 5.4707, 8.1901, 26.4871
Si, 4.1018, 1.3673, 27.7754
Si, 9.5708, 1.3673, 27.7754
Si, 1.3673, 4.1018, 27.7754
Si, 6.8362, 4.1018, 27.7754
Si, 4.1018, 6.8362, 27.7754
Si, 9.5708, 6.8362, 27.7754
Si, 1.3673, 9.5708, 27.7754
Si, 6.8362, 9.5708, 27.7754
Si, 0, 0, 29.1427
Si, 5.469, 0, 29.1427
Si, 2.7345, 2.7345, 29.1427
Si, 8.2035, 2.7345, 29.1427
Si, 0, 5.469, 29.1427
Si, 5.469, 5.469, 29.1427
Si, 2.7345, 8.2035, 29.1427
Si, 8.2035, 8.2035, 29.1427
Si, 1.3673, 1.3673, 30.5099
Si, 6.8362, 1.3673, 30.5099
Si, 4.1018, 4.1018, 30.5099
Si, 9.5708, 4.1018, 30.5099
Si, 1.3673, 6.8362, 30.5099
Si, 6.8362, 6.8362, 30.5099
Si, 4.1018, 9.5708, 30.5099
Si, 9.5708, 9.5708, 30.5099
Si, 2.7345, 0, 0.6835
Si, 8.2035, 0, 0.6835
Si, 0, 2.7345, 0.6835
Si, 5.469, 2.7345, 0.6835
Si, 2.7345, 5.469, 0.6835
Si, 8.2035, 5.469, 0.6835
Si, 0, 8.2035, 0.6835
Si, 5.469, 8.2035, 0.6835
Si, 4.1018, 1.3673, 2.0507
Si, 9.5708, 1.3673, 2.0507
Si, 1.3673, 4.1018, 2.0507
Si, 6.8362, 4.1018, 2.0507
Si, 4.1018, 6.8362, 2.0507
Si, 9.5708, 6.8362, 2.0507
Si, 1.3673, 9.5708, 2.0507
Si, 6.8362, 9.5708, 2.0507
Si, 0, 0, 3.418
Si, 5.469, 0, 3.418
Si, 2.7345, 2.7345, 3.418
Si, 8.2035, 2.7345, 3.418
Si, 0, 5.469, 3.418
Si, 5.469, 5.469, 3.418
Si, 2.7345, 8.2035, 3.418
Si, 8.2035, 8.2035, 3.418
Si, 1.323, 1.383, 4.8389
Si, 6.7924, 1.417, 4.7296
Si, 4.092, 4.1448, 4.886
Si, 9.5508, 4.1055, 4.7157
Si, 1.389, 6.8168, 4.7058
Si, 6.7745, 6.8686, 4.8731
Si, 4.0974, 9.5756, 4.744
Si, 9.5389, 9.6159, 4.8213
Si, 2.714, -0.0382, 6.1231
Si, 8.1544, 0.1717, 6.1549
Si, -0.1375, 2.7742, 6.182
Si, 5.5198, 2.7222, 6.2259
Si, 2.6785, 5.5564, 6.2469
Si, 8.1541, 5.3473, 6.1235
Si, -0.0143, 8.1318, 6.0302
Si, 5.4208, 8.3285, 6.2756
Si, 4.4796, 0.8784, 7.3945
P, 8.994, 1.9416, 7.3642
Si, 0.782, 4.6284, 7.3795
P, 7.3502, 3.5775, 7.3797
Si, 3.5484, 7.4417, 7.4814
Si, 10.0029, 6.3172, 7.2361
Si, 1.6816, 9.1201, 7.3188
Si, 6.3217, 10.279, 7.4164
O, 3.9664, 0.8332, 8.984
O, 6.6122, 10.4089, 9.0645
O, 0.8484, 9.6497, 8.6715
O, 3.978, 7.0837, 9.049
O, 9.7777, 6.706, 8.8231
O, 0.9791, 4.5009, 9.0251
O, 7.9608, 3.1501, 22.4138
O, 0.1563, 11.0645, 22.2723
O, 0.5321, 5.6946, 22.2961
O, 2.5931, 2.5184, 22.2165
O, 5.8567, -0.1379, 22.3009
O, 8.1109, 7.8525, 22.305
Si, 10.9873, 9.2101, 13.9715
Si, 5.8932, 8.1338, 16.3945
Si, 9.1655, 0.9477, 19.1405
Si, 3.2416, 7.1072, 17.5462
Si, 2.274, 4.5673, 18.9678
Si, 0.7184, 2.422, 14.5511
Si, 7.1632, 5.7716, 11.5979
Si, 8.6492, 3.1567, 20.9302
Si, 5.508, 3.3539, 12.0119
Si, 1.2448, 3.6828, 10.3966
Si, 2.4558, 0.751, 18.2887
Si, 2.9513, 9.3723, 19.7157
Si, 5.9751, 3.5665, 16.1424
Si, 3.1244, 2.2891, 20.699
Si, 7.2886, 5.9648, 14.6339
Si, 6.1762, 1.2325, 14.2967
Si, 9.9813, 4.7972, 15.631
Si, 8.3685, 3.6403, 18.0636
Si, 10.7275, 1.4987, 11.7151
Si, 4.0061, 10.0058, 14.6561
Si, 3.6042, 1.5598, 10.3881
Si, 6.8144, 9.3919, 10.3148
Si, 5.1192, -0.1777, 20.8692
Si, 0.5541, 9.6048, 10.2609
Si, 2.4731, 10.0827, 12.213
Si, 8.9074, 7.8787, 20.8768
Si, 7.2689, 9.5619, 18.8647
Si, 8.437, 10.686, 12.8195
Si, 3.0555, 5.4029, 12.3823
Si, 10.7665, 5.2903, 20.8859
Si, 9.1789, 7.4452, 10.1143
Si, 1.4785, 6.6284, 14.8927
Si, 4.7167, 7.2315, 10.4898
Si, 2.9025, 3.0752, 16.4997
Si, 1.1583, 10.6696, 16.0315
Si, 0.1024, 10.2978, 20.8397
O, 7.8467, 8.2848, 9.7106
O, 10.0271, 9.0433, 20.9616
O, 8.1138, 4.0459, 19.6468
O, 4.8187, 7.2406, 17.2068
O, 11.0178, 9.5397, 15.5802
O, 9.367, 4.5738, 17.1445
O, 3.196, 1.5945, 17.1139
O, 4.0941, 9.4538, 20.8851
O, 0.7498, 1.9803, 12.9793
O, 8.4986, 1.5824, 20.5021
O, 3.2741, 3.7708, 20.0059
O, 0.9328, 5.1607, 19.6851
O, 3.1364, 0.5113, 11.5747
O, 2.373, 7.2348, 16.1486
O, 6.0234, 2.3056, 13.1142
O, 8.4523, 10.5996, 18.4796
O, 6.651, 9.0854, 17.4517
O, 5.0716, 8.9886, 15.2967
O, 6.2188, 10.4606, 19.7174
O, 3.6498, 6.7369, 11.6287
O, 0.6289, 7.6776, 13.9347
O, 10.3167, 8.5171, 10.6585
O, 10.3923, 3.4047, 14.873
O, 4.7457, 0.4868, 14.4383
O, 1.9655, 9.1425, 10.9778
O, 9.4845, 9.5281, 13.3773
O, 2.6676, 10.2394, 15.5539
O, 4.457, 1.334, 20.7151
O, 6.0326, 6.2725, 10.5373
O, 2.0639, 1.568, 19.6559
O, 3.5173, 10.5411, 18.7081
O, 4.914, 2.4457, 10.7949
O, 0.5286, 1.0965, 15.4395
O, 2.3711, 2.5594, 10.0891
O, 4.3043, 4.341, 12.5467
O, 6.3758, 4.6795, 15.0281
O, 2.7366, 8.1169, 18.7266
O, 8.8652, 5.5671, 14.7266
O, 5.347, 8.7429, 10.7128
O, 6.8897, 4.1582, 11.62
O, 6.9254, 6.3886, 13.1003
O, 0.2294, 0.2066, 10.7739
O, 6.8461, 3.7687, 17.4976
O, 1.1835, -0.0448, 17.6393
O, 10.1613, 3.7761, 21.1235
O, 6.4051, 2.0646, 15.6736
O, 9.258, 1.0776, 12.3015
O, 7.84, 8.2615, 19.6901
O, 1.8743, 3.7184, 17.6134
O, 1.814, 4.7198, 11.5402
O, 4.3685, 3.7678, 16.3668
O, 2.1585, 3.0693, 15.0365
O, 1.5531, 9.6889, 20.4582
O, 7.4982, 10.1, 11.6148
O, 10.5938, 0.4102, 19.6838
O, 3.5807, 9.4063, 13.1918
O, 10.8013, 2.8687, 10.8049
O, 9.6347, 6.4373, 20.5554
O, 6.9891, 7.2115, 15.6313
O, 1.1073, 10.1977, 13.1681
O, 7.4289, 0.2165, 14.0221
O, 0.3936, 5.6981, 15.6749
O, 9.115, 2.1647, 18.0407
O, 2.4765, 5.8384, 13.8563
O, 8.6703, 6.2707, 11.1559
O, 3.1961, 5.713, 18.3358

Results
free energy: -128753.247 eV
free energy less fixed offsets of O -568.88, P -755.39, Si -635.61 eV per atom: -0.967 eV

Forces (eV/angstrom), in the order of the atoms: element, x, y, z
Si, -0.0173, 0.0395, -0.0464
Si, -0.0515, 0.0821, -0.0578
Si, 0.0185, -0.0642, -0.057
Si, 0.004, -0.0427, -0.0515
Si, -0.0491, 0.0994, 0.0222
P, 0.0518, -0.1347, -0.3065
P, -0.0168, 0.096, -0.3717
Si, 0.0374, -0.0412, 0.0045
Si, 0.0025, -0.023, 0.0491
Si, 0.0214, -0.0278, 0.0177
Si, -0.0516, 0.1146, 0.1929
Si, -0.0042, -0.0468, 0.0148
Si, -0.0552, -0.1328, 0.2123
Si, -0.0463, 0.0414, 0.2124
Si, 0.1361, -0.0057, 0.1918
Si, 0.0147, 0.0236, 0.0442
Si, 0.0617, -0.0623, -0.0585
Si, -0.0303, -0.015, 0.038
Si, 0.0163, 0.0234, 0.0586
Si, -0.0726, 0.0253, -0.0508
Si, -0.2164, -0.1668, 0.1322
Si, -0.0481, 0.0892, -0.0378
Si, 0.0732, -0.0791, -0.0713
Si, 0.1766, 0.2224, 0.1413
Si, -0.0145, -0.0301, -0.6483
Si, 0.0907, -0.0311, 0.3912
Si, 0.0345, -0.0776, 0.5423
Si, 0.1087, -0.1352, -0.4189
Si, 0.1214, -0.1561, 0.6268
Si, 0.0275, 0.0615, -0.6006
Si, -0.0003, 0.0389, -0.415
Si, 0.1586, 0.0567, 0.3961
Si, -0.0076, 0.115, 0.037
Si, 0.0699, -0.004, -0.0028
Si, -0.1199, 0.0202, 0.041
Si, -0.0244, -0.0826, 0.0348
Si, 0.0743, -0.0125, -0.0001
Si, -0.0243, 0.1276, 0.0393
Si, -0.0203, -0.0751, 0.0028
Si, -0.0354, 0.0709, 0.0278
Si, 0.0424, -0.1008, -0.0077
Si, -0.037, 0.028, 0.0289
Si, 0.0783, -0.0575, -0.0253
Si, -0.015, 0.0406, 0.0101
Si, -0.0547, 0.0381, 0.0199
Si, 0.067, -0.0844, -0.0122
Si, -0.0202, 0.0221, 0.0082
Si, 0.0529, -0.035, -0.023
Si, -0.0952, 0.0649, 0.0156
Si, 0.0466, -0.0372, -0.0109
Si, 0.0591, -0.0388, -0.0109
Si, -0.06, 0.0878, 0.0236
Si, 0.0315, -0.024, -0.0183
Si, -0.0971, 0.0577, 0.0186
Si, -0.0349, 0.0745, 0.0208
Si, 0.036, -0.0406, -0.0168
Si, 0.0518, -0.105, -0.0017
Si, -0.0663, -0.019, -0.0349
Si, -0.0593, 0.04, -0.0381
Si, 0.1118, -0.0383, -0.002
Si, -0.0553, 0.0437, -0.0647
Si, 0.1019, -0.0485, 0.0145
Si, 0.077, -0.056, -0.0051
Si, -0.0607, -0.0004, -0.0232
Si, -0.0868, 0.0925, 0.2458
Si, -0.0906, 0.0085, -0.3329
Si, -0.032, 0.1696, 0.7125
Si, -0.1249, 0.029, -0.5276
Si, 0.0626, -0.0875, -0.4984
Si, -0.1695, 0.1483, 0.519
Si, 0.1922, -0.0244, -0.4784
Si, -0.2481, 0.0353, 0.5879
Si, -0.0602, 0.0761, 0.0434
Si, -0.2225, -0.2444, -0.1193
Si, 0.0464, -0.0788, 0.0546
Si, 0.2058, 0.2009, -0.1426
Si, -0.0202, -0.0179, -0.0311
Si, 0.0763, -0.0574, 0.048
Si, 0.0154, 0.0165, -0.0314
Si, -0.079, 0.0712, 0.0521
Si, 0.0059, -0.0065, -0.0561
Si, -0.0398, -0.1052, -0.2355
Si, 0.0188, 0.0888, -0.2311
Si, -0.0388, 0.026, -0.2037
Si, -0.0063, -0.0037, -0.0419
Si, 0.1175, 0.05, -0.1936
Si, 0.0208, -0.0046, -0.0383
Si, -0.0177, 0.001, -0.0228
Si, -0.0363, 0.0124, 0.0095
P, 0.1083, -0.0255, 0.3841
Si, 0.0364, -0.0286, 0.024
P, -0.0708, 0.0094, 0.2984
Si, -0.0385, 0.0086, 0.0315
Si, -0.0412, 0.0244, 0
Si, 0.0377, -0.0173, 0.0505
Si, 0.0206, -0.0502, -0.0312
O, 0.0142, -0.0249, 0.0131
O, -0.0334, -0.0265, 0.0632
O, -0.0045, 0.0045, 0.0197
O, -0.0115, 0.0254, 0.0136
O, 0.0265, 0.0044, 0.0622
O, 0.0057, 0.0433, 0.0281
O, 0.0045, 0.0144, -0.0048
O, -0.0164, 0.0182, -0.0026
O, -0.0161, -0.0239, -0.0278
O, -0.0333, 0.0166, 0.0043
O, 0.0478, -0.0048, 0.0027
O, 0.0253, 0.0249, -0.0448
Si, 0.0051, -0.0046, -0.0052
Si, -0.0128, -0.0223, 0.0157
Si, 0.0029, 0.0134, -0.0026
Si, -0.005, -0.0032, 0.0294
Si, 0.0506, 0.0164, -0.0068
Si, 0.0085, 0.0062, -0.0097
Si, 0.0095, -0.0358, 0.0602
Si, -0.0501, 0.036, -0.0074
Si, 0.0185, -0.0027, 0.0097
Si, 0.0142, -0.0246, 0.0504
Si, 0.0125, -0.0101, 0.0146
Si, 0.0125, -0.0118, -0.0689
Si, 0.0016, 0.0084, 0.0029
Si, 0.0317, 0.037, -0.0827
Si, -0.0084, -0.0003, -0.0189
Si, 0.0009, 0.0157, -0.0185
Si, 0.0029, 0.0031, 0.0003
Si, -0.0065, 0.0093, 0.0134
Si, -0.0071, 0.0365, 0.0377
Si, -0.0015, 0.0055, 0.0084
Si, -0.0027, 0.0162, 0.065
Si, -0.0134, 0.0018, 0.0268
Si, -0.019, 0.0004, -0.0687
Si, -0.0056, 0.0233, 0.0032
Si, -0.0133, 0.0033, 0.002
Si, -0.0249, 0.0079, -0.0019
Si, -0.0272, 0.0038, 0.008
Si, 0.0288, 0.0335, 0.0174
Si, 0.0044, -0.0091, 0.0043
Si, 0.0088, -0.0103, -0.0336
Si, -0.0017, 0.0103, 0.0301
Si, 0.0117, -0.0006, 0.02
Si, 0.0182, -0.0122, 0.0386
Si, -0.0073, 0.0197, 0.011
Si, 0.0074, 0.0008, 0.0009
Si, 0.0413, -0.0152, -0.0258
O, 0.017, -0.0112, 0.0204
O, -0.0188, -0.0099, -0.009
O, 0.0059, -0.0079, -0.0045
O, 0.011, 0.0034, -0.0018
O, -0.0026, -0.0034, 0.0037
O, 0.0022, -0.0031, -0.0029
O, -0.0013, -0.0079, -0.0093
O, 0.0033, -0.0332, 0.0983
O, -0.0025, -0.0081, 0.0105
O, 0.0092, -0.0008, -0.01
O, -0.0176, -0.0121, 0.0133
O, -0.0191, 0.0124, 0.0247
O, -0.0043, -0.0107, -0.0054
O, -0.0112, 0.0044, -0.0257
O, 0.0014, -0.0198, 0.0253
O, 0.0076, 0.0007, -0.0048
O, 0.0103, 0.01, -0.0006
O, 0.0006, 0.0035, -0.0136
O, 0.0093, -0.0017, -0.0023
O, -0.0083, 0.004, 0.0023
O, -0.0042, 0.004, -0.0076
O, -0.0035, 0.0053, -0.0052
O, 0.0015, -0.0073, -0.0025
O, -0.0083, -0.0099, -0.0025
O, -0.0044, -0.0163, -0.0029
O, 0.0006, -0.0069, -0.006
O, -0.0023, -0.0008, -0.0023
O, 0.0061, -0.0211, 0.0147
O, -0.0016, -0.0182, -0.0491
O, -0.0013, -0.021, -0.0004
O, -0.0035, 0.0079, -0.0201
O, 0.0013, -0.0099, -0.0331
O, -0.0013, -0.0018, 0.0016
O, -0.0013, -0.0028, -0.0098
O, -0.0231, 0.0108, 0.0076
O, 0.0014, -0.0016, 0.0036
O, 0.0034, 0.015, -0.0067
O, 0.0001, 0.0005, 0.0013
O, 0.0054, 0.0093, 0
O, 0.0053, 0.0058, -0.0268
O, 0.0046, 0.0149, 0.0076
O, -0.0232, 0.0018, -0.0467
O, 0.0008, -0.0015, -0.0009
O, -0.0044, 0.0052, -0.0014
O, -0.0033, -0.0121, -0.0262
O, 0.0015, -0.0086, -0.0012
O, -0.0265, -0.0208, -0.0061
O, 0.0084, -0.0007, -0.0061
O, -0.0065, -0.0154, -0.0109
O, 0.012, 0.0086, 0.0004
O, -0.0001, -0.0064, -0.0053
O, 0.001, -0.0018, -0.0008
O, -0.0351, -0.0102, 0.0431
O, -0.0066, -0.0019, -0.0133
O, -0.0148, 0.0006, -0.001
O, 0.0033, -0.0088, -0.0149
O, -0.0234, 0.0012, -0.0537
O, 0.0021, -0.0041, -0.002
O, 0.005, 0.0046, 0.0007
O, 0.006, -0.0074, 0.0071
O, -0.0051, -0.0043, -0.0058
O, -0.0005, -0.0017, -0.0065
O, 0.0043, -0.0103, -0.0047
O, -0.0009, -0.0036, -0.0119
O, 0.0199, -0.0016, -0.0152
O, -0.0048, -0.016, -0.0007

The program warned: the cutoff lies below the one the program advises for these potential files; the forces do not sum to zero within the program's tolerance; the exchange-correlation potential is rough where the density is thin.
